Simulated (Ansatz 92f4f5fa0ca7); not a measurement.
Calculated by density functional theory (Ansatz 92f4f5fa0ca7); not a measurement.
Periodic cell of 226 atoms, Si134O92, from a study of silicon, its oxide and their interface. The atomic structure is a simulated model.
Doubt: the cutoff is far below the 930 eV that the study's wrapper takes by default for these files, so forces and energies are approximate.

Settings: functional PBE; potential files Ansatz PAW; basis plane waves; wave-function cutoff 580 eV; density cutoff ratio 5; exchange-correlation grid ratio 1; k mesh 1 x 1 x 1, Gamma-centred; self-consistency stop 5e-08 eV per atom in the density residual; occupations fixed; spin none; net charge 0.

Cell vectors (angstrom)
a, 10.938, 0, 0
b, 0, 10.938, 0
c, 0, 0, 32.537

Atoms: element, x, y, z (angstrom)
Si, -0.315, 0.3277, 25.0708
Si, 5.7399, -0.2201, 24.9409
Si, 2.5912, 3.0776, 25.051
Si, 8.4133, 2.5446, 25.0954
Si, 0.3567, 5.2709, 24.9938
Si, 5.2471, 5.7105, 25.1478
Si, 2.9869, 7.9062, 24.851
Si, 8.0075, 8.5906, 25.1332
Si, 1.3814, 1.4409, 26.335
Si, 6.8176, 1.3729, 26.3735
Si, 4.0803, 4.1766, 26.4873
Si, 9.6401, 4.1414, 26.3472
Si, 1.4169, 6.8743, 26.3398
Si, 6.8576, 6.9035, 26.395
Si, 4.0876, 9.5674, 26.233
Si, 9.5611, 9.6978, 26.4761
Si, 2.7343, 0.0022, 27.6705
Si, 8.1647, 0.0531, 27.8034
Si, 0.0097, 2.749, 27.7606
Si, 5.4551, 2.7415, 27.7399
Si, 2.7026, 5.5213, 27.7967
Si, 8.2258, 5.4884, 27.719
Si, 0.0028, 8.2262, 27.7171
Si, 5.4373, 8.2392, 27.7392
Si, 4.1018, 1.3673, 29.1188
Si, 9.5708, 1.3673, 29.1188
Si, 1.3673, 4.1018, 29.1188
Si, 6.8362, 4.1018, 29.1188
Si, 4.1018, 6.8362, 29.1188
Si, 9.5708, 6.8362, 29.1188
Si, 1.3673, 9.5708, 29.1188
Si, 6.8362, 9.5708, 29.1188
Si, 0, 0, 30.486
Si, 5.469, 0, 30.486
Si, 2.7345, 2.7345, 30.486
Si, 8.2035, 2.7345, 30.486
Si, 0, 5.469, 30.486
Si, 5.469, 5.469, 30.486
Si, 2.7345, 8.2035, 30.486
Si, 8.2035, 8.2035, 30.486
Si, 1.3673, 1.3673, 31.8533
Si, 6.8362, 1.3673, 31.8533
Si, 4.1018, 4.1018, 31.8533
Si, 9.5708, 4.1018, 31.8533
Si, 1.3673, 6.8362, 31.8533
Si, 6.8362, 6.8362, 31.8533
Si, 4.1018, 9.5708, 31.8533
Si, 9.5708, 9.5708, 31.8533
Si, 2.7345, 0, 0.6835
Si, 8.2035, 0, 0.6835
Si, 0, 2.7345, 0.6835
Si, 5.469, 2.7345, 0.6835
Si, 2.7345, 5.469, 0.6835
Si, 8.2035, 5.469, 0.6835
Si, 0, 8.2035, 0.6835
Si, 5.469, 8.2035, 0.6835
Si, 4.1018, 1.3673, 2.0507
Si, 9.5708, 1.3673, 2.0507
Si, 1.3673, 4.1018, 2.0507
Si, 6.8362, 4.1018, 2.0507
Si, 4.1018, 6.8362, 2.0507
Si, 9.5708, 6.8362, 2.0507
Si, 1.3673, 9.5708, 2.0507
Si, 6.8362, 9.5708, 2.0507
Si, 0, 0, 3.418
Si, 5.469, 0, 3.418
Si, 2.7345, 2.7345, 3.418
Si, 8.2035, 2.7345, 3.418
Si, 0, 5.469, 3.418
Si, 5.469, 5.469, 3.418
Si, 2.7345, 8.2035, 3.418
Si, 8.2035, 8.2035, 3.418
Si, 1.3921, 1.3693, 4.78
Si, 6.8921, 1.272, 4.7909
Si, 4.1113, 4.042, 4.8179
Si, 9.5315, 4.1466, 4.7529
Si, 1.3934, 6.859, 4.8449
Si, 6.8799, 6.8464, 4.803
Si, 4.0179, 9.5918, 4.7691
Si, 9.6059, 9.4408, 4.7944
Si, 2.6862, 0.003, 6.2429
Si, 8.093, -0.3407, 6.1114
Si, -0.0804, 2.7152, 5.998
Si, 5.5614, 2.6475, 6.1767
Si, 2.7018, 5.3899, 6.1916
Si, 8.2811, 5.5365, 6.249
Si, 0.0345, 8.2154, 6.3205
Si, 5.3694, 8.1721, 6.0064
Si, 4.4171, 1.0258, 7.4979
Si, 9.6083, 1.076, 7.1214
Si, 1.0642, 4.1906, 7.4294
Si, 6.6977, 4.3201, 7.4651
Si, 4.3603, 6.5916, 7.4122
Si, 9.9355, 6.5976, 7.7533
Si, 0.9559, 10.017, 7.6597
Si, 6.3978, 9.4636, 7.6577
O, 5.5642, 5.497, 7.7481
O, -0.1941, 0.2427, 8.007
O, 3.8109, 1.7404, 8.8557
O, 9.5895, 7.2372, 9.2777
O, -0.9524, 8.8637, 19.4125
O, 7.773, 3.1345, 23.6877
O, 6.8796, 9.6015, 24.4268
O, 1.4908, 4.1749, 24.4221
O, 11.6112, 7.8447, 10.9745
O, 1.6084, 3.2802, 8.6978
O, 1.3882, 9.6368, 9.2077
O, 7.2396, 3.8648, 8.9762
O, 11.0277, 5.3748, 8.0761
O, 5.4014, -0.206, 8.1023
O, 4.0759, 7.3721, 8.8808
O, 8.4902, 1.7686, 8.1034
O, 5.1793, 0.4276, 23.5216
O, 9.4872, 1.409, 24.5411
O, 10.8104, 6.0626, 23.6089
O, 5.8126, 4.9161, 23.8174
O, 9.024, 8.0905, 23.9432
O, 3.5392, 2.496, 23.8221
O, 2.4085, 8.2337, 23.3065
O, 11.1455, -0.3102, 23.6163
Si, 1.1778, 9.4112, 10.8069
Si, -6.0777, 4.7273, 10.8477
Si, 3.1926, 5.0065, 20.6537
Si, 8.3023, 2.4006, 13.2541
Si, 1.3443, -3.9551, 14.6443
Si, 3.7162, 5.6937, 13.5994
Si, 7.211, 4.5353, 23.0811
Si, 3.9368, 1.2439, 22.8563
Si, 2.9226, 2.898, 9.5767
Si, 5.0446, 1.4668, 19.9042
Si, 4.0437, -1.3142, 19.6386
Si, 8.1505, 2.5808, 9.4499
Si, 5.3642, -3.305, 9.8992
Si, 10.6743, 0.2009, 12.9346
Si, 0.7322, 4.6769, 16.2695
Si, 9.8892, -0.987, 18.1951
Si, 11.9778, 0.4069, 22.4332
Si, 4.231, -0.9883, 11.8447
Si, 1.1884, 2.8894, 20.9923
Si, 10.0498, 3.8917, 11.3641
Si, 9.2894, -1.2698, 15.2615
Si, 14.8413, -2.4536, 14.4824
Si, 3.2605, -7.6401, 15.0263
Si, 6.2481, 4.1005, 20.1281
Si, -2.187, 4.6198, 15.1575
Si, 1.328, 0.2433, 19.5573
Si, 12.6473, 2.3966, 12.4327
Si, -4.3398, 5.159, 17.3965
Si, 10.6269, 7.6696, 20.3219
Si, 5.1518, -8.6642, 17.1125
Si, -1.489, 6.7918, 23.067
Si, -1.6885, -3.7122, 13.6224
Si, 7.3462, -0.1567, 17.0518
Si, 6.0608, 1.7414, 11.5123
Si, 11.5296, 5.0077, 19.2268
Si, 2.6132, 7.8491, 21.7291
Si, 10.1802, -3.9052, 10.8047
Si, 5.4454, -2.7075, 17.237
O, 11.6773, -0.306, 20.9916
O, -2.3835, 5.8095, 14.0429
O, 11.1667, 0.0205, 18.3832
O, 13.1522, 5.2817, 19.3556
O, 8.7084, 3.6597, 12.2799
O, 4.9784, 0.4783, 11.5356
O, 6.5331, -2.5448, 8.9715
O, -3.9371, 4.9752, 18.9745
O, 4.2916, -1.2264, 13.4735
O, 8.5067, -0.0915, 18.229
O, 5.2324, -0.1712, 19.8019
O, -0.5555, 5.4348, 11.0359
O, -0.0361, -0.6603, 11.5458
O, -2.7172, 3.1218, 14.7205
O, 4.9906, -2.2247, 11.077
O, 4.1893, 6.8142, 24.5211
O, 7.2457, 1.5741, 10.3831
O, 4.3138, 1.7276, 21.3396
O, 4.1345, 2.1715, 15.8265
O, 2.6927, -0.5367, 19.1219
O, 2.8144, 2.8352, 13.5338
O, 4.5711, -2.2712, 15.9383
O, 2.2727, 8.3308, 14.6939
O, 2.629, 0.2773, 22.7598
O, 1.2096, -4.6916, 16.1084
O, 8.5522, -2.519, 14.4971
O, 4.4907, 7.1019, 13.8321
O, 1.128, 1.0243, 13.0826
O, 11.3665, -7.5684, 12.1698
O, 6.6738, -1.636, 17.2717
O, 9.3902, 1.2169, 12.9264
O, 2.0944, 5.9088, 13.6661
O, 10.4574, -0.7096, 14.2671
O, 1.1895, 7.9322, 20.9166
O, -2.9875, -5.8603, 16.4966
O, -5.2607, 3.8304, 17.0856
O, 6.3635, 2.461, 19.9154
O, 12.856, 3.6405, 15.878
O, 5.8944, -4.2966, 17.1867
O, 13.411, 2.2543, 11.0061
O, 2.4837, 3.7703, 21.4541
O, 5.5242, 3.2799, 11.2808
O, 8.2635, 5.7273, 23.3173
O, -0.5833, 4.4343, 15.3561
O, -1.3164, -7.887, 10.0205
O, 4.6841, 4.5891, 20.1749
O, 13.5723, 9.8261, 11.4515
O, 3.7939, 4.2884, 9.6773
O, 3.2323, 17.2772, 21.5836
O, 14.9123, 5.1515, 12.1251
O, 0.2899, 4.3538, 17.7884
O, 10.8311, -3.6712, 14.0189
O, 7.0038, 4.4175, 21.4986
O, 4.308, 1.9573, 18.5003
O, 6.3297, 1.1226, 17.0509
O, -0.2429, 6.386, 19.321
O, 11.031, 3.949, 20.3894
O, 9.9697, -1.6986, 16.706
O, 5.7255, -4.831, 10.494
O, 9.6185, 7.313, 21.5414
O, -1.7976, -3.438, 12.0031
O, -2.8064, -0.1532, 15.5988
O, -4.1161, 1.7668, 12.9658
O, 4.5272, 8.4881, 18.5728
O, 4.1708, -6.2956, 14.7693
O, 12.5407, 1.8424, 19.7855
O, 0.6371, 2.0075, 22.2536
O, 3.6904, 8.8788, 21.0432

Results
free energy: -137508.636 eV
free energy less fixed offsets of O -568.88, Si -635.61 eV per atom: 0.064 eV

Forces (eV/angstrom), in the order of the atoms: element, x, y, z
Si, 0.1079, -0.0314, -0.2556
Si, 0.1543, -0.1284, -0.0447
Si, -0.0223, 0.0007, -0.1264
Si, 0.1439, -0.037, -0.2917
Si, 0.114, -0.1086, -0.2353
Si, 0.0689, 0.0047, -0.1907
Si, 0.0735, 0.0024, -0.3612
Si, -0.0029, -0.0504, -0.0079
Si, -0.0778, 0.0162, -0.3115
Si, -0.0249, -0.045, -0.1814
Si, -0.0363, 0.0594, -0.1808
Si, -0.0385, -0.0178, -0.2316
Si, -0.0141, 0.0092, -0.1173
Si, 0.0443, 0.1068, -0.2708
Si, 0.0428, -0.0006, -0.1651
Si, -0.051, -0.0687, -0.1445
Si, 0.0192, -0.0041, 0.0485
Si, -0.0076, 0.0862, 0.1439
Si, -0.0395, -0.0016, -0.0492
Si, 0.0229, -0.0239, 0.1319
Si, -0.0014, -0.0002, 0.0987
Si, -0.0567, -0.0697, 0.013
Si, -0.0302, -0.0715, 0.0544
Si, -0.0571, -0.0632, -0.0786
Si, -0.0875, -0.1506, -0.292
Si, -0.0039, 0.2924, 0.2425
Si, -0.0946, 0.1241, 0.2319
Si, 0.1544, 0.0355, -0.2707
Si, 0.045, 0.2829, 0.2056
Si, 0.154, 0.094, -0.1936
Si, 0.1508, 0.0898, -0.3472
Si, -0.238, 0.0543, 0.1243
Si, -0.0307, 0.0563, -0.0495
Si, 0.0332, -0.0589, 0.0117
Si, -0.0202, 0.0199, -0.0367
Si, 0.148, 0.0188, 0.0115
Si, 0.0348, -0.0649, 0.0233
Si, 0.0035, 0.0636, -0.0511
Si, 0.1123, -0.0159, 0.0043
Si, -0.0208, 0.008, -0.0424
Si, 0.0174, 0.0011, -0.017
Si, -0.0258, 0.0501, -0.0308
Si, 0.0335, -0.0414, -0.0225
Si, -0.123, 0.0363, -0.0091
Si, -0.0252, 0.0527, -0.0228
Si, 0.0032, -0.0499, -0.0043
Si, -0.0648, 0.0398, -0.0066
Si, 0.0197, -0.0222, -0.0157
Si, 0.0355, 0.0041, 0.0419
Si, -0.0305, 0.0223, 0.0217
Si, 0.0065, -0.0174, 0.0014
Si, -0.0093, 0.0075, 0.0101
Si, 0.0011, -0.0153, 0.011
Si, 0.1399, -0.0415, 0.0411
Si, -0.035, -0.0137, 0.0211
Si, 0.0307, -0.0072, 0.0129
Si, 0.0159, 0.0479, -0.0267
Si, 0.0137, 0.0746, 0.0546
Si, 0.0456, 0.0188, 0.0723
Si, -0.1493, -0.1034, -0.0092
Si, -0.0086, 0.0119, 0.0711
Si, -0.0945, 0.0134, -0.0672
Si, -0.0803, -0.0748, -0.0355
Si, -0.0176, -0.0403, 0.0658
Si, -0.008, -0.2333, 0.328
Si, -0.3033, 0.0548, 0.0038
Si, 0.159, -0.0819, -0.1343
Si, -0.1017, -0.1512, -0.0215
Si, 0.1169, 0.417, 0.1422
Si, 0.1587, -0.1818, 0.4249
Si, -0.2595, -0.0795, -0.1624
Si, 0.2284, -0.4039, -0.388
Si, 0.0891, 0.0429, -0.1411
Si, 0.021, 0.0538, 0.0315
Si, 0.1811, -0.0172, 0.0319
Si, -0.1094, 0.0787, -0.0148
Si, -0.0567, -0.0922, 0.0437
Si, 0.0282, -0.0578, -0.1542
Si, -0.0328, 0.187, -0.0442
Si, 0.0222, -0.0474, -0.1609
Si, 0.0103, -0.0079, 0.115
Si, -0.0713, 0.1358, 0.3909
Si, -0.0344, 0.0201, 0.177
Si, -0.002, 0.0346, 0.0933
Si, 0.0634, 0.0618, 0.2606
Si, 0.175, 0.0522, 0.1559
Si, 0.0712, 0.0005, 0.1329
Si, 0.0024, -0.1877, 0.2486
Si, 0.0744, -0.1017, 0.2787
Si, -0.1071, 0.0135, 0.2717
Si, 0.0248, -0.0106, 0.1899
Si, -0.3106, 0.1684, -0.0443
Si, -0.1465, -0.1405, 0.1074
Si, 0.0394, -0.0293, 0.0803
Si, 0.0177, -0.0315, 0.3538
Si, -0.1828, -0.0208, -0.1772
O, 0.008, -0.1406, -0.1853
O, 0.1309, -0.2356, -0.5642
O, -0.0039, 0.0039, -0.0616
O, -0.0458, -0.1022, -0.4559
O, -0.0661, -0.0263, -0.0058
O, -0.0164, 0.0389, 0.1948
O, -0.0492, 0.0678, 0.4906
O, -0.0489, -0.0509, 0.5542
O, -0.0422, -0.0321, -0.0555
O, -0.0013, 0.0282, -0.101
O, 0.0034, -0.0023, -0.3914
O, -0.0553, 0.0786, -0.1463
O, -0.1588, 0.0798, -0.3352
O, -0.0239, 0.2165, -0.3445
O, 0.0109, -0.1691, -0.2915
O, 0.0434, -0.0407, 0.0378
O, -0.0095, -0.0048, 0.1464
O, -0.0612, 0.081, 0.4779
O, -0.0158, -0.0158, 0.1909
O, 0.0291, -0.0106, 0.0924
O, 0.0134, -0.0182, -0.0208
O, -0.0874, 0.098, 0.1468
O, 0.092, 0.0211, 0.6005
O, -0.0706, -0.004, 0.464
Si, -0.0257, 0.0271, 0.1611
Si, -0.1193, -0.1452, 0.276
Si, -0.1182, 0.0714, -0.1912
Si, -0.0328, -0.1615, -0.0787
Si, 0.0633, -0.077, 0.006
Si, -0.0523, 0.0368, 0.0147
Si, -0.1214, -0.0911, -0.0095
Si, -0.0669, 0.0413, -0.105
Si, -0.0327, 0.0066, -0.0087
Si, 0.1126, 0.03, -0.2926
Si, -0.0571, 0.0918, -0.1582
Si, 0.0345, -0.0996, 0.0381
Si, -0.2142, 0.1261, -0.0513
Si, -0.0233, 0.1504, 0.0755
Si, 0.0165, -0.0316, 0.1405
Si, 0.2165, 0.0614, 0.1084
Si, -0.1841, 0.1727, -0.381
Si, 0.0583, 0.1237, 0.0579
Si, -0.0069, -0.0233, -0.2417
Si, -0.0076, -0.0779, 0.242
Si, 0.0391, 0.0494, 0.0299
Si, 0.0102, 0.0189, -0.025
Si, -0.0883, -0.0608, 0.0619
Si, -0.1589, -0.0669, -0.1578
Si, 0.0515, -0.1061, -0.0005
Si, 0.0386, 0.1311, -0.2143
Si, -0.1624, -0.0176, 0.2606
Si, -0.0158, -0.0763, 0.16
Si, 0.1403, -0.067, -0.3125
Si, -0.122, 0.0283, 0.1002
Si, -0.003, 0.1067, -0.0344
Si, 0.0845, -0.0504, 0.0807
Si, -0.0054, 0.0515, 0.0252
Si, -0.0468, -0.04, 0.3287
Si, 0.0345, 0.0571, 0.0442
Si, 0.0005, -0.2075, -0.3498
Si, 0.1381, -0.118, 0.1987
Si, -0.1246, -0.0217, 0.0694
O, 0.0421, -0.0359, 0.2518
O, -0.0199, 0.0697, -0.0563
O, -0.0971, -0.0429, -0.0216
O, 0.0099, -0.0019, 0.0646
O, 0.0446, 0.1595, -0.0848
O, -0.0177, -0.0326, -0.1017
O, 0.1731, 0.2767, -0.1153
O, 0.0312, -0.0084, -0.0024
O, -0.0086, -0.0175, -0.0123
O, -0.0702, -0.0026, -0.0401
O, -0.0061, 0.0523, 0.092
O, 0.0295, 0.025, -0.0236
O, 0.0441, -0.0078, -0.0769
O, 0.0436, 0.077, 0.0154
O, 0.0913, -0.2286, -0.1628
O, -0.0721, 0.0181, 0.3476
O, 0.1673, 0.0304, -0.1935
O, -0.0643, -0.0553, 0.3192
O, 0.0524, 0.009, 0.0066
O, 0.0144, -0.0573, 0.0484
O, 0.0121, -0.0166, -0.1121
O, -0.0027, 0.0047, 0.0264
O, -0.0373, 0.0466, 0.0237
O, 0.1277, -0.0833, 0.1336
O, 0.0065, 0.0477, -0.0069
O, -0.0163, -0.0295, -0.0376
O, 0.0276, -0.0095, 0.0075
O, 0.0387, 0.0063, -0.0431
O, -0.0082, 0.0664, -0.1217
O, 0.0379, -0.0305, -0.0127
O, 0.0078, -0.0164, 0.0046
O, 0.0487, 0.0477, -0.0428
O, 0.0042, -0.0516, 0.0055
O, 0.0823, 0.0172, 0.1414
O, 0.0426, 0.0258, -0.0171
O, 0.0326, -0.0002, -0.0391
O, -0.0536, -0.0076, 0.0202
O, -0.0028, 0.0037, 0.0337
O, 0.0158, 0.0693, -0.0253
O, 0.1144, 0.0304, -0.2387
O, -0.0064, -0.0209, 0.1325
O, -0.0033, 0.1005, -0.0871
O, 0.0308, 0.0615, -0.0042
O, -0.0641, -0.0322, -0.0504
O, -0.0606, -0.0096, -0.0442
O, 0.0167, 0.006, 0.0663
O, -0.0776, -0.0399, -0.0564
O, 0.0396, 0.0514, 0.0004
O, -0.0014, 0.0596, 0.1119
O, 0.0903, -0.0365, -0.2025
O, -0.0025, -0.0654, -0.0792
O, -0.0816, 0.0615, -0.0303
O, 0.1037, 0.047, 0.251
O, 0.0279, -0.0184, 0.0617
O, 0.0873, -0.0666, -0.0861
O, -0.0263, 0.0706, 0.1031
O, 0.0918, 0.0301, 0.0579
O, -0.0393, -0.0281, -0.0979
O, 0.0754, 0.1548, -0.0887
O, -0.1341, -0.1317, 0.2793
O, -0.0459, 0.0301, -0.0826
O, -0.021, -0.0566, 0.0034
O, 0.0205, 0.0524, -0.0601
O, 0.0662, -0.0362, -0.0293
O, -0.007, -0.0035, -0.0201
O, 0.0309, 0.0035, 0.0344
O, 0.0677, -0.0777, 0.1301
O, 0.0153, 0.0269, 0.1396

The program warned: the cutoff lies below the one the program advises for these potential files; the forces do not sum to zero within the program's tolerance; the exchange-correlation potential is rough where the density is thin.
